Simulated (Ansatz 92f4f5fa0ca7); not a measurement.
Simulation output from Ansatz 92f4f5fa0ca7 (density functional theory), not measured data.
Periodic cell of 215 atoms, Si132O82B1, from a study of silicon, its oxide and their interface. The atomic structure is a simulated model.
Doubt: the cutoff is far below the 930 eV that the study's wrapper takes by default for these files, so forces and energies are approximate.
This geometry differs little from another in the collection (a relaxation step or a small displacement).

Settings
functional: PBE
potential files: Ansatz PAW
basis: plane waves
wave-function cutoff: 580 eV
density cutoff ratio: 5
exchange-correlation grid ratio: 1
k mesh: 1 x 1 x 1, Gamma-centred
self-consistency stop: 5e-08 eV per atom in the density residual
occupations: fixed
spin: none
net charge: -1 e, with a uniform compensating background and no finite-size correction

Cell vectors (angstrom)
a 10.938 0 0
b 0 10.938 0
c 0 0 31.5432

Atoms and the computed forces on them: element, x, y, z (angstrom), force x, y, z (eV/angstrom)
Si 10.4359 0.5722 24.3655 0.0148 -0.0165 -0.0457
Si 6.0449 10.4969 24.1709 -0.0164 0.012 -0.0477
Si 2.133 3.2456 24.1066 0.0058 -0.0183 -0.0515
Si 8.7055 2.2536 24.3282 -0.0133 0.0143 -0.0475
Si 0.5047 5.048 24.1858 -0.0169 0.0113 -0.044
Si 5.0551 5.8913 24.2178 0.0097 -0.0161 -0.0459
Si 3.3995 7.6446 24.1794 -0.0059 0.0109 -0.0459
Si 7.8296 8.8226 24.02 0.0136 -0.0018 -0.0493
Si 1.3427 1.4797 25.4808 0.0032 -0.0086 -0.0095
Si 6.9212 1.2969 25.5178 -0.0066 0.006 -0.0128
Si 4.0285 4.0997 25.3486 0.0032 -0.0011 -0.0047
Si 9.6706 4.0919 25.4427 -0.0059 0.0053 -0.0107
Si 1.4995 6.8119 25.3867 -0.0014 0.005 -0.0069
Si 6.8975 6.9435 25.2718 0.0002 -0.0042 0.001
Si 4.2321 9.5267 25.3644 -0.0018 0.0035 -0.002
Si 9.5269 9.6392 25.4599 0.0128 -0.0029 -0.0149
Si 2.7827 0.0027 26.6639 -0.0009 -0.0026 0.0293
Si 8.2226 -0.0289 26.9684 0.0008 0.0005 -0.0364
Si 0.016 2.7681 26.9452 0.0021 0.0015 -0.0373
Si 5.4528 2.7322 26.6854 -0.0003 0.0049 0.0257
Si 2.76 5.4381 26.8614 0.0066 0.0029 -0.0241
Si 8.2328 5.5175 26.6564 -0.0101 0.002 0.0285
Si 0.0428 8.2081 26.671 -0.0066 -0.0065 0.028
Si 5.5519 8.1983 26.8263 -0.0035 -0.0058 -0.0184
Si 4.1149 1.3645 28.0961 0.0011 -0.0092 -0.0194
Si 9.5925 1.3679 28.2575 0.0029 0.0019 0.083
Si 1.3952 4.12 28.2563 0.0008 0.0151 0.0829
Si 6.84 4.127 28.0531 0.0004 0.0168 -0.0352
Si 4.1533 6.8216 28.1735 0.0227 -0.003 0.0172
Si 9.605 6.8478 28.084 0.0047 -0.0066 -0.0235
Si 1.3941 9.5859 28.0698 0.0114 0.0038 -0.0342
Si 6.8507 9.5398 28.266 -0.0178 -0.0173 0.0792
Si 0.0503 -0.0253 29.5462 -0.0088 0.0145 -0.0025
Si 5.4498 0.0188 29.5286 0.0082 -0.005 -0.0063
Si 2.7743 2.7081 29.545 -0.0081 0.0072 -0.0095
Si 8.173 2.7632 29.5092 0.005 -0.0135 0.0051
Si -0.0053 5.5035 29.5344 0.0094 0.0024 -0.0095
Si 5.5134 5.4501 29.5289 -0.0085 0.005 0.0026
Si 2.7428 8.2146 29.4794 -0.0037 -0.0008 0.017
Si 8.2548 8.1589 29.5569 -0.009 0.0169 -0.009
Si 1.3966 1.3545 30.9197 0.0004 0.0011 -0.0038
Si 6.8192 1.3822 30.8944 0.0052 -0.0068 -0.0058
Si 4.1328 4.0877 30.9073 0.0046 0.0035 -0.0052
Si 9.5519 4.1197 30.8689 0.0084 -0.0008 -0.0048
Si 1.3761 6.8633 30.8861 -0.0037 -0.0156 -0.0049
Si 6.8697 6.8043 30.9274 -0.0007 -0.0005 -0.0106
Si 4.0905 9.5756 30.8724 0.0043 0.0071 -0.0042
Si 9.6061 9.5494 30.9183 -0.0112 -0.0089 -0.0061
Si 2.7463 -0.0259 0.741 0.004 -0.0065 -0.0001
Si 8.1801 -0.0234 0.7064 -0.0072 0.0148 0.0017
Si -0.0219 2.7448 0.6891 -0.0096 0.0026 0.0036
Si 5.4831 2.7358 0.7599 -0.0027 0.0023 0.0012
Si 2.7452 5.4813 0.7065 -0.0028 0.016 0.0013
Si 8.2231 5.4289 0.7617 -0.0022 0.0042 0.0046
Si 0.0107 8.178 0.762 -0.0002 0.0057 0.0022
Si 5.4651 8.2155 0.6971 0.002 -0.0036 0.0074
Si 4.1194 1.3394 2.0955 -0.0071 0.0025 0.0022
Si 9.5299 1.373 2.045 0.0092 -0.0175 0.0134
Si 1.3301 4.1338 2.0578 0.0112 -0.0131 0.0008
Si 6.8363 4.0985 2.1463 0.0121 0.0223 0.0036
Si 4.128 6.8396 2.0826 0.0182 -0.016 -0.0036
Si 9.558 6.8183 2.1319 -0.0193 -0.0239 0.0041
Si 1.3815 9.5457 2.108 -0.0008 0.01 0.0024
Si 6.8458 9.5237 2.1177 0.0091 -0.0101 -0.007
Si -0.069 -0.0317 3.3711 -0.0409 0.0022 -0.0532
Si 5.4717 -0.0318 3.4978 0.0064 -0.0099 0.0356
Si 2.7143 2.7478 3.3613 0.0041 0.0102 -0.0492
Si 8.1943 2.6923 3.5088 0.0017 -0.0095 0.0319
Si -0.02 5.4607 3.5241 -0.0124 -0.0063 0.0485
Si 5.6191 5.6362 3.4824 -0.1183 -0.0497 -0.0657
Si 2.7597 8.1902 3.4935 0.0122 0.0017 0.0338
Si 8.0618 8.0136 3.5295 0.0328 0.1386 -0.0834
Si 1.2898 1.3682 4.6807 0.0075 -0.0104 0.0239
Si 6.8401 1.3011 4.921 -0.0074 0.0095 -0.0099
Si 4.1186 4.1807 4.6259 0.0219 -0.0052 0.0386
Si 9.4858 4.1112 4.9066 0.0483 -0.0137 -0.0866
Si 1.358 6.8707 4.8957 -0.0224 0.0056 -0.0168
B 6.8051 6.8353 4.6363 0.4316 -0.4116 0.218
Si 4.1636 9.5032 4.9036 -0.0025 0.0076 -0.0341
Si 9.5104 9.5057 4.735 -0.0019 -0.0066 0.0306
Si 2.648 0.0164 6.0916 0.0017 0.0129 0.004
Si 8.2203 -0.1405 6.2704 -0.014 -0.0233 -0.0208
Si -0.0483 2.6742 6.1894 -0.0261 0.0004 -0.0007
Si 5.3797 2.7795 6.0691 0.024 0.0106 -0.019
Si 2.75 5.4317 6.1318 0.0175 0.0031 -0.0095
Si 7.973 5.6033 5.9734 -0.2253 0.2361 -0.1264
Si -0.0076 8.3002 6.2324 0.0112 0.007 -0.0092
Si 5.7192 7.9801 5.9409 -0.1386 0.1473 0.1553
Si 3.4696 1.9425 7.1459 0.0126 -0.0415 0.049
Si 10.0241 0.8328 7.442 -0.003 0.0186 0.073
Si 1.765 3.6541 7.3183 -0.018 0.006 0.0709
Si 6.2276 4.5617 7.3288 -0.0324 -0.0289 0.0503
Si 4.6506 6.3146 7.1941 0.0097 0.0128 0.0587
Si 9.1448 7.1893 7.2737 0.0103 -0.0264 0.0312
Si 0.9 10.1651 7.4963 0.0224 -0.004 0.0643
Si 7.3957 8.8607 7.4345 -0.0183 0.0108 0.0541
O 4.5879 6.6854 8.8183 0.0335 -0.0232 -0.0983
O 1.3984 3.9628 8.9261 0.0114 -0.0268 -0.091
O 9.6908 6.4922 8.6986 -0.0282 0.0144 -0.1082
O 1.3015 10.1286 9.1442 -0.0424 0.0106 -0.0801
O 6.1217 4.2703 8.9951 -0.002 0.0547 -0.1103
O 3.6739 1.6205 8.7496 -0.0245 0.0337 -0.0629
O 7.0582 8.9454 9.0885 0.0198 -0.0284 -0.096
O 9.6671 1.088 9.057 0.0304 -0.0185 -0.086
O 8.2442 2.5407 22.7614 0.0199 -0.0162 0.0616
O 10.9991 5.5371 22.6548 0.0113 -0.0222 0.0601
O 5.622 0.0815 22.6526 0.018 -0.0245 0.0582
O 5.2974 5.3899 22.6472 -0.0182 0.0154 0.0592
O 2.16 2.8019 22.4922 -0.009 0.0275 0.0673
O 3.3318 7.8524 22.52 0.0191 -0.0137 0.0574
O 8.3822 8.7331 22.4319 -0.0278 0.0057 0.0634
O -0.1513 11.2215 22.7768 -0.0215 0.0211 0.0575
Si 2.144 2.9741 12.8625 0.0047 -0.0142 0.0264
Si 8.6728 1.3007 10.3166 -0.0139 0.0086 0.054
Si 1.0524 4.4887 15.3394 -0.0026 0.0023 0.0103
Si 7.549 5.5849 12.1807 0.001 0.0073 0.0199
Si 2.4192 8.1733 21.2203 -0.0083 0.009 -0.0317
Si 5.415 7.7899 12.4273 -0.0005 0.002 0.0232
Si 9.2721 0.4508 15.4713 -0.0077 -0.0025 0.0141
Si 2.9189 -0.0514 16.6529 -0.0085 0.0001 -0.0073
Si 10.45 1.1638 12.5791 0.0138 -0.0037 0.0213
Si 7.765 2.8238 21.2508 -0.0015 0.0117 -0.0354
Si 9.1312 8.7744 14.4145 -0.015 0.0075 0.0105
Si 1.4863 4.7864 10.3203 0.0126 0.015 0.0622
Si 4.483 9.4765 19.1398 -0.0012 0.0017 -0.0106
Si 11.076 6.0895 21.1297 -0.0011 0.0031 -0.035
Si 6.6166 10.4391 14.8246 -0.002 0.0062 -0.0035
Si 5.3891 0.7227 21.1878 -0.0114 0.0059 -0.032
Si 2.3411 9.8327 10.3704 0.0171 -0.0116 0.0364
Si 0.4322 10.6325 21.4042 0.0137 -0.0122 -0.0222
Si 5.849 5.2508 21.1394 0.0064 -0.0021 -0.0407
Si 3.6599 7.1027 10.054 -0.0305 0.0164 0.0563
Si 9.0344 5.6876 14.8334 0.0083 0.0025 0.0161
Si 3.6557 4.0834 19.0935 -0.001 0.0083 -0.0169
Si 10.0286 3.6554 19.3255 0.0021 -0.0049 -0.0114
Si 4.2567 8.6573 15.3285 -0.0073 0.0067 0.0157
Si 0.4494 1.9052 17.1579 0.0048 -0.0045 -0.0039
Si 6.7964 7.5286 19.2622 -0.0039 -0.0052 -0.0084
Si 5.2556 3.6174 16.737 -0.0005 0.0032 0.0015
Si 7.7829 5.0083 17.5287 -0.0063 -0.0084 0.0042
Si 6.6413 9.9188 10.319 -0.0139 0.0194 0.0546
Si 4.3657 1.0804 10.0815 0.0156 -0.0145 0.0347
Si -0.0457 9.0831 11.8547 -0.0148 0.0181 0.0202
Si 9.1027 8.6267 20.9626 0.007 -0.0071 -0.0316
Si 4.5468 1.6645 14.5673 0.0085 -0.0061 0.0101
Si 2.4481 2.0861 21.0607 0.0118 -0.0059 -0.0368
Si 6.3363 3.3647 10.3224 0.0094 -0.0351 0.0722
Si 3.4267 5.91 16.7201 0.001 -0.0023 -0.0024
Si 9.8798 6.5381 10.2996 -0.0046 0.0077 0.0715
O 0.1153 2.6144 18.5886 -0.0072 0.0077 0.0036
O 2.9284 9.627 15.5701 0.0037 -0.0042 0.0037
O 10.8573 4.8018 20.1468 0.0074 0.0194 0.0117
O 7.5647 2.3963 9.8993 -0.0008 0.0066 0.003
O 10.9447 5.3674 10.769 0.0018 0.0026 -0.012
O 6.5944 6.7406 12.8443 0.0016 -0.0031 -0.0055
O 10.3306 8.0725 10.707 -0.008 -0.0283 -0.0163
O 7.6635 9.4534 13.9711 0.0038 -0.0054 0.0027
O 8.4374 6.2315 10.9886 0.0208 0.0079 -0.0185
O 5.3511 10.4802 20.0766 0.0055 0.018 0.0128
O 2.1701 3.7601 11.4239 -0.0127 0.0277 -0.0344
O 7.9789 8.5391 19.7726 0.0157 0.0049 0.0109
O 6.2068 6.7288 20.5605 -0.0052 -0.0124 0.0082
O 5.503 2.7104 15.4052 -0.0001 -0.0035 -0.002
O 1.3057 0.9277 20.7153 -0.0053 -0.0045 0.0035
O 6.0457 9.0638 11.5972 0.0142 0.0184 -0.0236
O 4.6175 4.9827 16.107 -0.0021 0.0004 0.0022
O 6.5947 3.8971 17.6302 0.0032 0.0028 -0.0046
O 10.4946 10.66 11.8198 0.0064 -0.0137 0
O 5.5786 0.4977 13.9825 -0.0012 -0.0006 0.0037
O 8.0154 5.1028 15.9361 0.0024 0.002 -0.0045
O 9.7536 9.8152 15.5221 0.0014 -0.0043 -0.0061
O -0.4073 5.1467 15.1317 -0.0048 0.0018 -0.0009
O 1.5727 6.8271 20.8106 -0.0006 0.0011 0.0006
O 1.5068 0.6303 17.1773 -0.0018 0.0012 -0.0005
O 6.5998 1.7588 20.8203 0.0021 -0.0015 0.0019
O 1.0012 1.7964 12.7974 -0.0068 -0.0013 0.0019
O 3.24 5.4933 18.3162 0.0022 -0.0056 0.0036
O 9.5021 2.0044 11.5584 -0.024 -0.0023 -0.0259
O 1.0022 3.0925 16.1851 -0.0002 0.0025 -0.0029
O 8.5668 5.136 13.3796 -0.0145 0.0003 -0.02
O 10.2506 8.5354 13.2511 0.0176 -0.0004 -0.022
O 1.45 9.3953 21.6811 -0.002 0.0027 -0.0035
O 10.0772 9.9328 20.6296 0.0029 0.0023 0.0026
O 3.175 0.2366 10.8739 0.0063 0.0017 -0.0077
O 5.0659 2.4006 10.7863 0.0048 0.0038 -0.0053
O 1.7231 4.1394 13.912 0.0056 -0.0102 -0.0147
O 7.9181 10.8452 10.7849 -0.0072 -0.0032 -0.009
O 9.131 4.4571 18.231 0.009 -0.0055 0.0046
O 5.6376 9.4834 15.7466 -0.0016 -0.0032 -0.0018
O 5.5169 -0.0054 9.7318 -0.0023 0.0009 0.0019
O 3.5803 2.3079 13.3909 -0.0144 0.0082 -0.0078
O 1.973 5.6321 16.0432 -0.0016 -0.0038 -0.0016
O 9.7105 1.0834 14.0316 0.0118 0.0059 -0.0253
O 4.4106 6.9353 11.4845 -0.0157 -0.007 -0.0264
O 4.7483 4.4968 20.2173 0.018 0.0082 0.0143
O 9.9542 1.3132 16.6496 0.0006 -0.0007 -0.0062
O 6.6872 4.319 11.6153 -0.0097 -0.0192 -0.0215
O 5.5879 8.3996 18.5846 0.0004 0.0005 0.0002
O 9.0724 2.7321 20.2761 -0.0176 -0.0051 0.0112
O 3.6063 1.1255 15.7795 0.0031 0.0061 -0.0026
O 4.2163 3.0765 17.9047 -0.0051 -0.0012 0.006
O 9.9211 7.2145 20.9047 0.0011 0.0006 -0.0009
O 3.3515 8.6858 9.8219 -0.001 -0.0029 0.0005
O 3.9288 7.4166 16.3486 0.0031 0.0051 -0.0033
O 7.6377 0.4635 15.6852 0.0008 -0.0007 -0.0005
O 8.9228 7.3021 15.0373 0.0015 -0.0004 -0.0047
O 3.9347 1.439 21.1512 0.002 -0.0004 -0.001
O 1.5818 9.16 11.6794 0.0075 0.0094 -0.0109
O 2.3518 6.15 10.1197 0.0076 -0.0033 -0.0029
O 7.3492 6.4495 18.164 -0.003 0.0129 0.0051
O 7.211 4.3547 21.124 -0.0002 -0.0071 0.0007
O 4.5419 8.2325 13.7641 0.0106 -0.0093 -0.024
O 3.335 8.6511 19.9622 -0.015 -0.0099 0.0135
O 2.4934 3.2378 19.8793 -0.0072 -0.0176 0.0145
O 3.7421 10.3505 17.9674 0.0101 -0.0076 0.0107

Results
free energy: -130700.164 eV
free energy less fixed offsets of B -154.04, O -568.88, Si -635.61 eV per atom: 2.556 eV

The program warned: the cutoff lies below the one the program advises for these potential files; the forces do not sum to zero within the program's tolerance; the exchange-correlation potential is rough where the density is thin.
